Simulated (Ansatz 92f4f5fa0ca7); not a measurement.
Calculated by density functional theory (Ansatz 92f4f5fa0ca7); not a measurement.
Periodic cell of 184 atoms, Si120O64, from a study of silicon, its oxide and their interface. The atomic structure is a simulated model.
This geometry differs little from another in the collection (a relaxation step or a small displacement).

Settings
functional: r2SCAN
potential files: Ansatz PAW
basis: plane waves
wave-function cutoff: 800 eV
density cutoff ratio: 5
exchange-correlation grid ratio: 1
k mesh: 1 x 1 x 1, shifted by 0.5 0.5 0 of a step
self-consistency stop: 1e-10 eV per atom in the density residual
occupations: fixed
spin: none
net charge: 0

Cell vectors (angstrom)
a  10.88  0  0
b  0  10.88  0
c  0  0  27.228

Atoms: element, x, y, z (angstrom)
Si  0.4329  -0.1961  -0.118
Si  2.9742  2.4101  0.217
Si  -0.086  5.522  -0.2148
Si  2.5924  8.424  0.0471
Si  5.0294  0.1101  0.0363
Si  7.7776  2.7586  -0.2425
Si  5.859  5.3059  0.0055
Si  8.5202  7.7219  -0.075
Si  1.4515  1.2186  1.4698
Si  4.1752  4.1299  1.2138
Si  1.4093  6.7308  1.1619
Si  4.0289  9.5012  1.5131
Si  6.7529  1.2289  1.1886
Si  9.5722  3.8814  1.0101
Si  6.9734  6.7561  1.4182
Si  9.6025  9.4966  1.049
Si  0.0001  2.6623  2.5606
Si  2.7286  -0.0658  2.8918
Si  0.0328  8.1236  2.5276
Si  2.7653  5.4233  2.5667
Si  5.4767  2.6851  2.593
Si  8.2013  -0.0842  2.4896
Si  5.5103  8.1138  2.6658
Si  8.2967  5.2587  2.5995
Si  1.3695  4.0609  3.9073
Si  4.1173  1.3913  4.0408
Si  1.3095  9.4232  4.0508
Si  4.1042  6.7582  3.9687
Si  6.8493  4.006  3.9647
Si  9.5074  1.3069  3.9049
Si  6.8562  9.5089  3.9573
Si  9.5767  6.742  3.9191
Si  -0.0419  -0.0276  5.3281
Si  2.7055  2.7352  5.3352
Si  0.0496  5.425  5.307
Si  2.7363  8.1061  5.3423
Si  5.4833  -0.0058  5.327
Si  8.1787  2.6562  5.3183
Si  5.4658  5.3952  5.3078
Si  8.1898  8.1125  5.2947
Si  1.3268  1.3599  6.6688
Si  4.07  4.0895  6.6864
Si  1.3708  6.786  6.6961
Si  4.0797  9.5179  6.6582
Si  6.8063  1.3464  6.6943
Si  9.5273  4.0683  6.6413
Si  6.7959  6.7895  6.6659
Si  9.4903  9.5056  6.6918
Si  -0.0293  2.7281  8.0374
Si  2.6893  -0.0131  8.0067
Si  -0.0103  8.1576  8.0318
Si  2.7213  5.4594  8.0485
Si  5.4338  2.718  8.0214
Si  8.1323  -0.0036  8.0549
Si  5.4332  8.1742  8.0262
Si  8.1663  5.4305  8.0119
Si  1.2961  4.1506  9.3686
Si  4.0403  1.3645  9.3399
Si  1.3149  9.5368  9.3987
Si  4.0692  6.833  9.3949
Si  6.8017  4.0795  9.3765
Si  9.4651  1.384  9.4048
Si  6.7663  9.5423  9.4115
Si  9.4835  6.8276  9.388
Si  -0.096  0.0023  10.7512
Si  2.6696  2.7691  10.6205
Si  -0.0636  5.5001  10.7857
Si  2.6717  8.1709  10.7523
Si  5.3921  0.0432  10.7396
Si  8.1321  2.7548  10.8074
Si  5.4734  5.4798  10.705
Si  8.136  8.1927  10.765
Si  1.2411  1.4943  11.941
Si  4.0482  4.1137  11.9377
Si  1.2892  6.8601  12.1589
Si  4.0256  9.5545  12.0643
Si  6.7263  1.4004  12.1385
Si  9.4442  4.1838  12.1883
Si  6.8044  6.8278  12.1226
Si  9.4355  9.5376  12.2
Si  -0.0522  2.8013  13.4528
Si  2.5949  0.1275  13.2011
Si  -0.0255  8.2062  13.625
Si  2.6934  5.4006  13.3251
Si  5.3589  2.8426  13.3927
Si  7.9865  0.0203  13.5662
Si  5.3631  8.1662  13.4153
Si  8.1416  5.5465  13.6467
Si  1.6431  3.852  14.725
Si  3.7605  1.5983  14.5405
Si  1.0259  10.059  14.6147
Si  4.1469  6.6072  14.6642
Si  6.3993  4.4479  14.7862
Si  9.5762  1.2892  14.7227
Si  6.8936  9.1914  14.8488
Si  9.3147  7.1213  15.0948
Si  2.8612  2.0262  18.5566
Si  1.5493  4.8065  17.6837
Si  -0.9358  6.4906  18.2527
Si  5.6263  -1.8186  17.7992
Si  5.0901  0.9396  17.1799
Si  7.6438  9.6085  19.9236
Si  3.1613  7.4325  17.4616
Si  11.4956  1.1211  24.2933
Si  1.6509  10.0709  17.5461
Si  10.1596  0.1224  19.0713
Si  7.6719  2.5155  16.885
Si  4.2329  3.8971  23.5238
Si  2.9822  10.7338  23.0732
Si  -4.2388  7.1133  24.8955
Si  6.8948  1.1698  21.4256
Si  6.8123  5.152  22.7952
Si  -0.9914  7.8212  20.8406
Si  4.1171  1.9391  21.325
Si  0.3778  10.1552  21.9244
Si  4.4971  8.9742  25.0514
Si  8.9678  2.6005  19.6189
Si  6.8263  2.4932  24.094
Si  1.5035  14.6747  25.0251
Si  8.6762  16.2286  20.4883
O  -0.1506  0.2534  -4.0976
O  1.9779  -0.7178  -5.2682
O  1.9772  2.9321  -0.9383
O  -1.2244  6.6428  -0.5723
O  -3.4797  6.3659  -3.5406
O  -3.2098  7.9929  -1.4425
O  1.5046  9.5117  -0.5482
O  3.5467  9.5182  -3.3232
O  4.0293  1.3294  -0.409
O  7.6765  2.1514  -1.7846
O  8.2449  1.7431  -6.4533
O  5.6607  2.0683  -6.3754
O  5.7518  6.0764  -1.4335
O  6.8465  4.0761  -0.3702
O  5.2721  10.1417  -1.3446
O  10.9261  11.4939  -1.4955
O  1.2391  4.6372  16.097
O  -7.8292  1.8238  20.1399
O  4.4243  0.7021  15.7277
O  2.6855  2.6657  15.1921
O  1.8791  9.8596  15.9724
O  -0.1714  11.0624  15.1224
O  3.2423  7.3183  15.8363
O  7.2381  5.2879  21.2354
O  5.2707  5.5514  15.2729
O  11.0472  5.305  18.3478
O  8.9872  2.0142  16.0745
O  10.4042  7.7115  19.2688
O  8.1551  8.2422  15.2285
O  6.1677  9.3104  16.2982
O  12.8943  3.3738  18.2766
O  9.7568  6.8457  16.6709
O  9.4289  3.9304  20.383
O  -0.1091  -0.159  20.5197
O  5.1941  5.1108  23.012
O  4.6647  7.7779  17.931
O  -2.2494  10.4982  18.994
O  4.1308  11.5188  22.2844
O  2.2586  8.6518  18.0816
O  2.8827  -6.5475  24.3256
O  10.1775  1.7412  18.9598
O  2.6474  5.9794  17.972
O  6.7506  10.5256  20.9097
O  4.9127  10.4954  18.1085
O  5.2364  2.8752  24.3458
O  6.9833  3.7678  16.1442
O  0.091  10.2146  17.9334
O  5.5895  -2.7528  24.2505
O  10.8129  -2.2861  21.9194
O  13.128  0.628  18.0088
O  -2.8758  2.9925  18.3836
O  3.5901  -2.8401  26.032
O  6.7524  8.7673  18.8952
O  6.6487  1.2714  16.9629
O  0.548  2.7577  24.1767
O  -2.411  8.5914  20.8448
O  2.1986  11.6952  24.1127
O  0.6035  15.9029  25.5977
O  6.9518  1.2543  23.0485
O  4.3325  2.1828  17.8851
O  8.5745  5.9419  18.9631
O  3.6552  14.085  22.1902
O  7.4711  3.7864  23.3625
O  9.6573  -4.5697  21.3537

Results
free energy: -113256.363 eV
free energy less fixed offsets of O -570.45, Si -639.56 eV per atom: -0.363 eV

Forces (eV/angstrom), in the order of the atoms: element, x, y, z
Si  -0.0045  0.0001  -0.0027
Si  0.0034  0.0005  -0.0026
Si  0.003  -0.0015  -0.0022
Si  0.0028  -0.003  -0.0024
Si  0.001  0.0014  -0.0008
Si  -0.0011  -0.0019  -0.0009
Si  -0.0025  -0.0039  -0.0005
Si  0.0006  0.0011  -0.0027
Si  -0.0001  0.0011  0.0008
Si  -0.0013  0.0011  0.0015
Si  -0.0001  -0.0015  -0.0001
Si  0.0001  -0.0012  0
Si  -0.0008  -0.001  0.0011
Si  -0.0008  0.0003  -0.0025
Si  0  0.0002  0
Si  -0.0005  0.0001  0.0003
Si  0.0004  -0.0005  0.0007
Si  0.0013  0.0006  0.0009
Si  -0.0002  -0.0004  0.0014
Si  0.0016  -0.0019  -0.0005
Si  0.0012  0  0.0007
Si  -0.0003  0.0002  -0.0005
Si  0  -0.001  -0.0008
Si  0.0001  -0.002  -0.0001
Si  0.0002  0.0006  -0.0009
Si  -0.0006  0  -0.002
Si  0  -0.001  -0.0005
Si  -0.0005  -0.0006  -0.0003
Si  -0.0005  -0.001  -0.0013
Si  -0.0001  -0.002  -0.0006
Si  0.0011  -0.0005  -0.0003
Si  0  -0.0002  -0.0011
Si  -0.0001  0.0004  -0.0003
Si  0  -0.0008  -0.0002
Si  -0.0001  -0.0019  -0.0006
Si  0.0006  -0.0001  -0.0008
Si  -0.0004  -0.0014  -0.0007
Si  0.0006  0.0004  -0.0004
Si  -0.0002  0.0004  -0.0003
Si  -0.0011  0.0001  -0.0003
Si  0.0003  -0.0007  -0.0001
Si  0.0001  -0.0005  -0.0005
Si  0.0009  0.0001  0
Si  -0.0001  -0.0005  -0.0001
Si  -0.0002  -0.0007  -0.0003
Si  -0.0002  -0.0006  0.0003
Si  0  -0.0014  -0.0001
Si  0.0002  -0.0005  -0.0004
Si  0.0001  0  -0.0002
Si  0.0001  0.0002  -0.0004
Si  -0.0005  -0.0002  -0.0009
Si  -0.0005  -0.001  0
Si  -0.0005  -0.0004  -0.0006
Si  0.0001  -0.0007  -0.0002
Si  -0.0009  0.0001  0.0001
Si  -0.0006  -0.0002  -0.0004
Si  0.0008  0.0006  0.0003
Si  0.001  0.0006  0.0005
Si  0.0002  -0.0015  0.001
Si  -0.0002  0  -0.0002
Si  -0.0025  -0.0011  0.0004
Si  -0.0023  0.0003  0.0006
Si  -0.0004  0.0001  0.0005
Si  0.0012  -0.0005  0.0003
Si  0.0007  -0.0005  -0.0043
Si  -0.0004  0.0006  -0.0007
Si  0.0001  -0.0006  0.0005
Si  -0.0008  0.0021  0.0002
Si  -0.001  -0.0002  0.0002
Si  0.0036  -0.0007  0.001
Si  0.0009  -0.0004  0.0009
Si  -0.0019  -0.001  -0.0037
Si  0.0035  0  -0.0017
Si  0.0009  -0.0013  -0.0028
Si  -0.0006  -0.002  -0.0036
Si  -0.0007  0.0007  -0.0003
Si  -0.0058  0.0035  -0.0036
Si  -0.0044  0.0012  -0.0008
Si  -0.0031  -0.0044  -0.0029
Si  0.002  0.0041  -0.0007
Si  -0.001  0.001  -0.0019
Si  0.0032  0.0003  -0.0037
Si  -0.0011  0.0014  0.0008
Si  0.0018  0.0006  0.0012
Si  0.0032  0.0014  -0.0001
Si  0.0027  -0.0061  -0.0002
Si  -0.0011  0.0005  -0.0068
Si  0.0033  -0.0027  -0.0061
Si  0.0019  -0.0007  0.0021
Si  0.0013  0.0013  0.0005
Si  0.0014  -0.008  0.0055
Si  0.002  0.0008  -0.001
Si  -0.0072  0.004  -0.0021
Si  -0.0048  0.0061  0.0085
Si  -0.0167  0.0049  0.0183
Si  -0.0054  -0.0165  0.0183
Si  0.0011  0.002  -0.0076
Si  0.0023  0.002  -0.0026
Si  0.0003  -0.0005  -0.0028
Si  0.0021  0.0017  -0.0036
Si  0.0016  -0.0005  -0.0029
Si  0.0019  -0.0007  -0.0095
Si  0.0017  0.0001  -0.0042
Si  0.0008  0.0005  -0.0073
Si  0.0032  -0.0007  -0.0019
Si  -0.0003  -0.0015  -0.0062
Si  -0.0013  -0.0009  -0.0052
Si  0.001  -0.0023  -0.0054
Si  -0.0004  0.0015  -0.0055
Si  -0.0005  -0.0005  -0.0062
Si  -0.0011  -0.0005  -0.0051
Si  0.0011  -0.0027  -0.0069
Si  -0.0022  -0.0003  -0.0058
Si  -0.0014  0.0023  -0.0066
Si  -0.0019  -0.0019  -0.0079
Si  0.0007  -0.0007  -0.0052
Si  0.0021  -0.0006  -0.0052
Si  -0.0016  0  -0.0082
Si  -0.0003  -0.002  -0.0065
Si  0.0032  0.0014  -0.0041
O  0.0002  0.0023  0.0051
O  0.0017  -0.0002  0.0027
O  -0.0004  -0.0011  0.0038
O  -0.0017  -0.0022  0.0019
O  0.0007  -0.0005  0.0053
O  0.0014  -0.0002  0.0039
O  0.0009  0.0012  0.0033
O  0.0008  0.0001  0.0047
O  -0.0031  -0.0038  -0.0011
O  0.0021  -0.0012  0.0057
O  -0.0006  -0.0009  0.003
O  0.0014  0.0009  0.0031
O  -0.0015  0.0007  0.0054
O  0.0062  0.0075  -0.0091
O  0.0014  -0.0003  0.0037
O  0.0004  -0.0022  0.0029
O  0.0002  -0.0002  -0.0008
O  0.003  0.0011  0.0055
O  0.0014  -0.0049  0.0045
O  -0.001  0.0013  0.0001
O  -0.0001  0.0035  0.0024
O  -0.0032  -0.0024  -0.0131
O  -0.0002  0.0014  -0.0004
O  -0.0019  0.0006  0.0027
O  -0.0021  -0.0033  0.0062
O  -0.0017  0.0004  0.0011
O  0.0021  -0.0036  0.0039
O  0.0006  0.0018  0.0017
O  0.0197  0.0189  -0.0283
O  0.0057  -0.0047  0.0053
O  -0.0004  -0.0008  0.0002
O  -0.0056  0.0052  0.0031
O  -0.0006  0.0007  0.0007
O  0.0038  -0.0027  0.0055
O  -0.0005  -0.0001  0.0015
O  -0.0025  0.0027  -0.0023
O  -0.0004  0.0014  0
O  -0.0007  -0.0032  0.0023
O  -0.0015  0.0021  0.0015
O  -0.0005  -0.001  0.0037
O  0.0006  -0.0015  0.0013
O  -0.0002  0.0003  0.0024
O  -0.0011  0.0023  0.0013
O  -0.0015  0.0008  -0.0002
O  0.0005  -0.0008  0.0024
O  0.0076  -0.0002  -0.0006
O  -0.0011  0.0021  0
O  0.0001  -0.0013  0.0014
O  0.0028  0.0019  0.0029
O  0.0006  0.0003  0.0007
O  -0.0014  0.0004  0.0029
O  -0.0022  -0.0006  0.0014
O  0.0003  -0.0002  0.0072
O  0  0.0023  0.0009
O  0  0.0001  0.0024
O  0.0008  0.0018  0.0018
O  -0.0001  0.0035  -0.0003
O  -0.0013  0.0014  0.0031
O  0.0007  -0.0009  0.0047
O  -0.0023  -0.0003  -0.0016
O  -0.0022  -0.0006  0.0027
O  0  -0.0013  0.0033
O  -0.0006  -0.0019  0.0002
O  -0.0009  -0.0014  0.0013

The program warned: the cutoff lies below the one the program advises for these potential files; the forces do not sum to zero within the program's tolerance; empty levels may hold ghost states of the PAW files; the exchange-correlation potential is rough where the density is thin.
